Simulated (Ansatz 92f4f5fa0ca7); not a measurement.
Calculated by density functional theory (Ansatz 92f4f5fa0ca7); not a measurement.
Periodic cell of 256 atoms, Si144O112, from a study of silicon, its oxide and their interface. The atomic structure is a simulated model.
Doubt: the cutoff is far below the 930 eV that the study's wrapper takes by default for these files, so forces and energies are approximate.
This geometry differs little from another in the collection (a relaxation step or a small displacement).

Settings: functional PBE; potential files Ansatz PAW; basis plane waves; wave-function cutoff 580 eV; density cutoff ratio 5; exchange-correlation grid ratio 1; k mesh 1 x 1 x 1, Gamma-centred; self-consistency stop 5e-08 eV per atom in the density residual; occupations fixed; spin none; net charge 0.

Cell vectors (angstrom)
a, 10.938, 0, 0
b, 0, 10.938, 0
c, -2.638, -4.898, 36.5345

Atoms and the computed forces on them: element, x, y, z (angstrom), force x, y, z (eV/angstrom)
Si, -1.4498, -5.6349, 28.6445, -0.0055, 0.0022, -0.0119
Si, 1.4691, -3.5778, 29.0981, 0.0007, 0.0043, 0.0071
Si, -1.905, -0.4364, 28.909, 0.0038, 0.0049, 0.017
Si, 2.0371, -9.6688, 28.989, -0.0051, -0.0042, 0.0107
Si, -6.1814, -6.7573, 28.9412, -0.0019, 0.0032, 0.0059
Si, -3.8295, -3.5389, 29.0723, -0.0044, -0.0071, 0.0098
Si, 3.6822, -0.5106, 29.2754, 0.0007, 0.0008, 0.0083
Si, -4.1238, -9.1379, 29.3417, -0.003, -0.0102, 0.0141
Si, 0.0868, -4.9524, 30.3466, 0.001, 0.004, 0.0043
Si, 2.7518, -2.2166, 30.5114, -0.0073, -0.0028, 0.0007
Si, 0.0414, -10.407, 30.1263, -0.0016, -0.0043, 0.0004
Si, 2.9118, -7.7606, 30.1884, 0.0084, 0.003, 0.0004
Si, -5.3062, -4.9724, 30.3013, -0.0012, 0.0004, 0.0058
Si, -2.6617, -2.08, 30.4607, 0.0037, -0.0047, 0.0043
Si, 5.4075, 0.4354, 30.5336, 0.0098, 0.0052, 0.0032
Si, -2.7029, -7.7548, 30.5184, -0.0022, -0.0022, 0.0102
Si, -1.2403, -3.5193, 31.7359, 0.001, 0.0069, 0.0071
Si, 1.3565, -0.7772, 31.7306, 0, 0.0067, 0.0021
Si, -1.1816, -9.0501, 31.7194, -0.0011, -0.0036, 0.0046
Si, 1.5006, -6.3576, 31.648, 0.0022, -0.0006, 0.0068
Si, 4.2336, -3.591, 31.7226, 0.0066, -0.0004, -0.0008
Si, 6.9006, -0.8084, 31.827, -0.0074, -0.0009, 0.006
Si, 4.1713, 1.9601, 31.789, -0.0015, -0.0019, 0.0077
Si, -3.9854, -6.2483, 31.7836, 0.0039, 0.0007, 0
Si, -2.638, -4.898, 33.1163, 0.2318, 0.3467, 0.1038
Si, 0.0965, -2.1635, 33.1163, -0.1546, 0.003, 0.2803
Si, -2.638, -10.367, 33.1163, 0.2053, 0.1032, -0.0381
Si, 0.0965, -7.6325, 33.1163, 0.4188, -0.2338, -0.196
Si, 2.831, -4.898, 33.1163, -0.0636, -0.3948, -0.5036
Si, 5.5655, -2.1635, 33.1163, -0.1958, -0.5258, 0.3307
Si, 2.831, 0.571, 33.1163, -0.5393, 0.0449, -0.0594
Si, 5.5655, -7.6325, 33.1163, 0.0016, 0.1188, 0.1896
Si, 1.3673, -1.3673, 3.418, -0.0952, 0.0374, 0.2953
Si, 4.1018, 1.3673, 3.418, 0.0968, 0.1056, 0.1514
Si, 1.3673, 4.1018, 3.418, -0.1323, 0.0061, -0.1952
Si, 4.1018, -4.1018, 3.418, 0.3318, 0.1663, -0.4625
Si, 6.8362, -1.3673, 3.418, 0.0017, 0.0018, -0.2708
Si, -1.3673, 1.3673, 3.418, 0.2146, 0.1065, -0.1618
Si, 6.8362, 4.1018, 3.418, 0.2185, 0.3006, 0.4511
Si, -1.3673, -4.1018, 3.418, -0.517, -0.2358, -0.1392
Si, 2.7539, 0.0041, 4.8032, -0.0004, -0.0035, -0.0093
Si, 5.4861, 2.7559, 4.8083, -0.0062, -0.0044, -0.0025
Si, 2.759, 5.4881, 4.7175, -0.0079, 0.0109, -0.0034
Si, 5.5025, -2.7537, 4.7669, -0.0058, 0.0021, -0.008
Si, -2.733, 0.0115, 4.7445, -0.0082, -0.0018, -0.0037
Si, 0.003, 2.7492, 4.7932, 0.002, -0.001, -0.0007
Si, 8.2137, 5.5018, 4.896, 0.0018, -0.0033, 0.001
Si, -0.1051, -2.7092, 4.7517, -0.0043, 0, -0.012
Si, 1.4557, 1.4412, 6.1515, 0.0008, 0.0066, 0.0005
Si, 4.1778, 4.241, 6.1115, 0.0097, -0.0054, -0.0006
Si, 1.2332, -4.1773, 5.9577, 0.0159, 0.0006, -0.0028
Si, 4.251, -1.2881, 6.1034, 0.0021, -0.0045, 0.0032
Si, -4.0341, 1.3953, 6.1373, 0.0015, -0.001, 0.0026
Si, -1.3557, 4.0622, 6.2673, -0.0031, 0.0004, -0.0004
Si, 6.9056, -3.9278, 6.2895, -0.0011, -0.0083, -0.0036
Si, -1.4311, -1.3232, 6.1929, 0.0054, 0.0049, 0.0001
Si, -0.146, 0.2475, 7.3803, 0.0151, -0.0131, 0.0101
Si, 2.7121, 3.0283, 7.4491, -0.0077, -0.0082, -0.0066
Si, 0.3925, -5.7839, 7.4145, -0.014, 0.0016, -0.0018
Si, 3.2099, -2.627, 7.7032, -0.0056, 0.0055, -0.0035
Si, 5.9158, -0.2956, 7.3802, 0.0114, 0.0006, -0.0311
Si, -2.4525, 2.4019, 7.5606, -0.0079, 0.0123, -0.0031
Si, 5.2383, 5.8752, 7.4863, -0.0052, -0.005, 0.0126
Si, -3.2499, -2.0115, 7.5941, -0.0011, 0.0078, -0.0038
Si, -1.2708, -6.2653, 34.4835, 0.0096, 0.0883, -0.0695
Si, 1.4637, -3.5308, 34.4835, -0.0508, 0.0298, -0.0736
Si, -1.2708, -11.7343, 34.4835, -0.1048, -0.1211, 0.0568
Si, 1.4637, -8.9998, 34.4835, -0.0287, 0.0112, 0.061
Si, 4.1982, -6.2653, 34.4835, -0.0183, -0.032, 0.045
Si, 6.9327, -3.5308, 34.4835, -0.0018, 0.0048, 0.0396
Si, 4.1982, -0.7963, 34.4835, -0.1222, -0.145, -0.0568
Si, 6.9327, 1.9382, 34.4835, 0.0776, 0.0878, -0.0264
Si, 0.0965, -4.898, 35.8508, 0.0246, -0.0275, -0.0266
Si, 2.831, -2.1635, 35.8508, 0.0343, 0.0034, -0.0104
Si, 0.0965, -10.367, 35.8508, 0.0261, 0.0463, -0.0204
Si, 2.831, -7.6325, 35.8508, -0.014, -0.0918, 0.002
Si, 5.5655, -4.898, 35.8508, 0.048, 0.0243, -0.0076
Si, -2.638, -2.1635, 35.8508, -0.0157, 0.0327, -0.0008
Si, 5.5655, 0.571, 35.8508, 0.0207, 0.0135, -0.0345
Si, -2.638, -7.6325, 35.8508, -0.0048, -0.0052, -0.0206
Si, 1.3673, 1.3673, 0.6835, -0.0191, -0.0011, 0.0037
Si, 4.1018, 4.1018, 0.6835, -0.0236, -0.0231, 0.0093
Si, 1.3673, -4.1018, 0.6835, -0.0134, -0.0212, 0.0201
Si, 4.1018, -1.3673, 0.6835, -0.0263, 0.0526, 0.0154
Si, 6.8362, 1.3673, 0.6835, -0.0319, 0.0024, 0.027
Si, -1.3673, 4.1018, 0.6835, 0.0084, -0.0373, 0.007
Si, 6.8362, -4.1018, 0.6835, -0.0031, 0.0534, -0.0104
Si, 9.5708, -1.3673, 0.6835, 0.0069, -0.0353, 0.0272
Si, 0, 0, 2.0507, 0.0596, 0.0965, 0.0001
Si, 2.7345, 2.7345, 2.0507, -0.0056, -0.0076, 0.0159
Si, 0, -5.469, 2.0507, 0.016, 0.0135, 0.0224
Si, 2.7345, -2.7345, 2.0507, 0.04, -0.0194, 0.0072
Si, 5.469, 0, 2.0507, 0.0291, 0.0033, 0.0168
Si, 8.2035, 2.7345, 2.0507, 0.1229, 0.0861, 0.0304
Si, 5.469, 5.469, 2.0507, 0.0074, 0.0695, -0.0326
Si, 8.2035, -2.7345, 2.0507, -0.0615, -0.1219, -0.0426
Si, -0.0389, 1.0134, 20.5617, -0.0008, 0.0006, -0.0017
Si, 4.1533, 1.2112, 9.5765, -0.0065, -0.0007, 0.0059
Si, 2.0141, 4.5587, 17.3946, -0.0008, 0.0003, 0.0028
Si, 3.5993, -1.8966, 23.4377, -0.0006, -0.0019, -0.0029
Si, 7.2403, 1.5026, 17.4907, -0.0016, 0.0005, 0.0007
Si, 0.767, -1.3939, 19.3328, -0.0013, 0.0002, -0.0007
Si, 3.5529, -4.7465, 26.8808, 0.0014, 0.0042, 0.0014
Si, 4.9557, -1.7631, 13.688, -0.0007, -0.0008, 0.0017
Si, 0.9799, 5.3486, 12.7273, -0.0001, -0.0008, -0.0015
Si, 5.6712, 0.9555, 12.246, -0.0011, 0.002, -0.0012
Si, -0.867, -5.1564, 25.6899, 0, -0.0006, 0.0004
Si, -2.2042, 1.3373, 12.2676, 0.0011, 0.0011, -0.0002
Si, 0.9011, 0.3051, 14.9346, 0.001, 0, 0.0023
Si, 1.8144, -0.8079, 9.6638, 0.0008, -0.002, -0.0032
Si, 5.4069, -4.1603, 22.3832, 0.0004, 0.0009, -0.0029
Si, -3.0628, -5.8264, 23.5062, 0, 0.0002, -0.0029
Si, 1.9362, -6.3489, 24.7325, 0.0005, 0.0014, -0.0009
Si, 6.0028, 5.6453, 10.4867, -0.0006, -0.0019, -0.0025
Si, -3.0398, -8.9287, 20.5164, 0.0011, -0.0017, -0.0012
Si, 1.348, -2.2565, 16.4768, 0.0014, 0.0001, 0.0026
Si, 5.5228, 5.319, 15.1676, 0.0007, -0.0001, 0.0022
Si, 7.5635, 4.5567, 16.9866, 0.0001, -0.0005, 0.0005
Si, 0.98, -1.3904, 22.0481, -0.0014, 0.0021, -0.004
Si, -2.109, 0.5207, 15.027, 0.0016, 0.0002, 0.0021
Si, 8.1992, -2.9449, 10.6309, 0.001, -0.0002, 0.0015
Si, -0.8572, -5.5224, 18.2169, 0.0006, 0.0011, -0.0009
Si, 3.7142, -6.8371, 22.2042, 0.0006, -0.0007, -0.002
Si, -0.6166, -5.0619, 10.1627, 0.0022, -0.0023, -0.004
Si, -3.1393, -4.0913, 18.8571, 0.0006, 0.0003, -0.0008
Si, 7.8535, -2.1117, 13.588, -0.001, 0.0005, -0.0014
Si, 2.4742, -8.3563, 19.7319, -0.0022, 0.0002, 0.0005
Si, 4.4462, 2.5364, 14.5504, -0.0024, 0.0005, 0.0022
Si, -0.4789, -3.203, 14.1265, 0.0017, -0.0002, 0.0012
Si, 3.8651, -4.0318, 17.274, -0.0003, -0.0001, -0.0003
Si, -4.7174, -8.5381, 23.1058, 0.0007, -0.0015, -0.0046
Si, 4.0351, -4.4925, 12.6998, 0.0004, -0.0004, -0.0005
Si, 0.2754, -0.6586, 12.3213, 0.0012, 0.0007, 0.0018
Si, 5.1923, -2.0505, 26.9837, 0.0031, -0.0023, -0.0042
Si, 4.6704, 0.0476, 16.2925, 0, 0.0011, 0.0025
Si, 5.5079, -2.5332, 19.5925, -0.0003, 0.0018, -0.0019
Si, 1.2488, -1.0477, 24.8208, -0.0016, 0.0008, -0.0036
Si, 1.691, 3.2129, 14.5795, 0.0003, 0.0003, 0.0019
Si, 2.3727, -9.3818, 25.7845, -0.0006, 0.0008, -0.001
Si, -2.1819, -6.0185, 20.7309, 0.0003, 0.0011, -0.0021
Si, 8.1117, 3.6339, 10.3587, -0.001, -0.0001, -0.0055
Si, 5.0728, 0.2032, 24.837, 0.0028, 0.0013, 0.0011
Si, 3.6753, -0.2492, 19.1485, 0.0011, 0.0011, 0
Si, -0.4995, -2.2803, 26.9899, 0.0028, 0.0016, -0.0034
O, 5.7769, 5.2699, 8.9149, 0.0011, 0.0013, -0.0048
O, -2.1012, -3.1919, 14.3116, -0.0007, 0.0003, 0.002
O, 5.1517, 5.7137, 13.6433, -0.0006, 0.0007, 0.0012
O, -2.2533, -5.4707, 24.8755, 0.0032, 0.0002, 0.0056
O, -2.6667, -4.534, 28.4138, 0.0047, -0.0002, 0.0008
O, 0.6045, -0.5115, 8.6244, 0.0024, 0.0001, -0.0014
O, 2.572, -1.7893, 22.1682, 0.0032, -0.0005, 0.004
O, 3.9016, -2.8876, 13.1031, -0.0006, 0.0012, 0.0019
O, -3.0368, -10.1813, 28.5465, 0.0023, -0.001, -0.0075
O, -2.4621, 1.109, 16.4967, 0.0003, 0.0001, 0.0001
O, 4.0434, 1.3649, 15.5987, 0.0013, 0.0009, 0.0001
O, 4.1317, -1.1366, 27.8115, -0.0008, -0.0002, -0.0025
O, 0.2685, -2.7319, 28.3482, 0.0059, -0.0022, -0.0003
O, 1.5202, 4.0595, 7.9845, 0.0086, -0.0043, 0.0059
O, -1.2687, 1.3141, 7.9871, -0.004, 0.0028, 0.0003
O, 5.5771, 2.0025, 13.5074, 0.0004, -0.0007, 0.0002
O, 4.4944, -0.5306, 23.4859, -0.0005, -0.0006, 0.0024
O, -2.0186, 2.7061, 11.4211, 0.0003, -0.0001, 0.0024
O, 3.9443, 1.1016, 25.631, -0.0012, 0, 0.0033
O, -0.8595, -3.5343, 26.002, 0.0013, 0.0005, 0.0048
O, 6.9109, 3.0872, 17.2753, 0.0003, 0.0005, 0.0018
O, -0.1253, -0.0151, 19.275, -0.0003, 0.0008, 0.0035
O, -1.915, -5.9816, 22.3317, -0.0003, 0.0002, 0.0042
O, 3.2471, -5.4255, 17.8187, -0.0003, 0.001, 0.0014
O, 0.6133, -2.1822, 17.9389, 0.0011, -0.0004, -0.0008
O, 7.2489, 0.7611, 11.8796, -0.0001, -0.0001, 0.002
O, 6.0856, 0.4799, 16.9774, -0.0003, 0, 0.0011
O, -0.1672, -2.0018, 13.0956, 0.0004, -0.0016, 0.003
O, 2.8031, -2.0043, 9.164, -0.002, 0, 0.0013
O, 0.3555, -1.6123, 23.5511, -0.0006, 0.0006, 0.0072
O, 0.6656, 0.1974, 21.7892, 0.0005, -0.0017, 0.0041
O, 5.213, 0.2415, 8.7962, -0.0063, 0.0013, 0.0274
O, 12.7401, -3.0237, 7.0044, 0.0017, 0.0021, 0.0029
O, -6.843, -3.9702, 7.9646, 0.0022, -0.0026, -0.0019
O, -3.4313, -9.6604, 19.0962, 0.0003, 0.0007, 0.0027
O, -0.6383, -0.1181, 15.2115, -0.0022, 0.0012, 0.0006
O, -1.7105, -1.2971, 27.4895, 0.0015, 0.0004, 0.0004
O, -3.9282, -2.6655, 18.9047, -0.0002, 0.0003, 0.0026
O, 6.1966, 1.265, 24.2932, -0.0014, -0.0009, 0.0043
O, 3.7026, 2.5105, 8.6821, 0.0009, 0.0043, 0
O, -0.0401, -4.617, 13.5106, 0.0009, 0.0019, 0.0023
O, 4.4865, -3.2711, 18.5626, 0.0001, 0, 0.0017
O, 1.0854, 1.8775, 15.2992, 0.0002, 0.0012, 0.0008
O, 2.0674, -7.8352, 25.3854, 0.0001, -0.0017, 0.0048
O, 4.9486, -4.4296, 16.1264, -0.0003, 0, 0.0013
O, 0.5211, -1.31, 26.213, -0.0065, -0.0042, 0.0041
O, 0.969, -8.6965, 20.2566, 0.0034, 0.0016, 0
O, 0.5353, 5.3128, 11.163, -0.001, 0.0001, 0.0026
O, 0.2875, -3.036, 15.5373, -0.0025, 0.0002, -0.0016
O, 1.7147, -0.7837, 15.8354, -0.0007, 0.0003, 0.001
O, -4.486, -2.557, 27.9028, -0.0011, 0.0016, 0.0007
O, 1.9669, 4.2644, 15.7963, -0.0005, -0.0014, -0.0008
O, 3.1415, -7.288, 20.751, -0.0011, -0.0009, 0.0034
O, -1.6181, -4.0469, 18.219, 0, 0.0005, 0.0015
O, -2.8558, -2.1273, 9.2177, 0.0017, -0.0019, 0.0077
O, 1.8941, -9.5023, 27.3416, 0.0015, 0.0011, -0.0056
O, -3.9625, -5.2581, 18.0383, 0.0002, -0.0003, 0.0023
O, -2.019, -7.075, 29.1513, -0.0006, -0.0028, 0.0011
O, 5.025, -0.5023, 12.6394, 0.0003, 0.0006, 0.0021
O, 0.6683, -5.5184, 17.7335, 0.0013, -0.0003, 0.0017
O, 4.7077, -1.1665, 15.1975, 0.0012, -0.0014, -0.0007
O, -3.0904, -7.3097, 20.3115, -0.0008, 0.0006, 0.0024
O, -4.0667, -9.2339, 21.7557, -0.0013, 0.0007, 0.0044
O, 5.5974, -3.2468, 21.0464, -0.0006, -0.0014, 0.005
O, 1.1111, -1.2027, 11.0586, 0.0026, 0.0021, -0.0023
O, 8.111, -1.9986, 11.9638, 0.0004, -0.0004, -0.0006
O, 2.3925, -4.3397, 27.9612, 0, -0.0003, 0.0012
O, 2.7225, -3.1077, 16.5782, -0.0008, 0.0006, 0.0017
O, -3.0002, -4.6471, 20.39, -0.0009, -0.0015, 0.0045
O, 6.9792, -4.009, 10.6722, 0.0015, 0.0014, 0.0014
O, 4.3968, -6.0078, 27.5077, 0.0016, -0.0025, -0.0004
O, 0.3634, -2.1941, 20.7383, -0.0011, -0.0022, 0.0043
O, 4.5902, -4.8723, 11.2008, 0.0005, -0.0002, 0.001
O, -4.1463, -4.6368, 23.1357, 0.0007, -0.0006, 0.0035
O, 2.5326, 5.8361, 12.8579, -0.0009, 0.0003, 0.0022
O, 3.0683, 2.8798, 13.763, -0.0001, 0.0003, 0.0013
O, 2.3383, -1.051, 19.5696, 0.0006, -0.0001, 0.002
O, 2.7371, 0.4953, 9.9142, -0.0002, -0.001, -0.0014
O, 6.7774, 4.3016, 11.0541, -0.0003, 0.0003, 0.003
O, 0.7543, 3.8864, 13.4323, -0.0004, 0.0008, 0.0019
O, 0.0248, -4.8099, 8.6934, -0.0012, 0.0019, 0.0066
O, -1.2781, -3.6788, 10.7062, -0.0018, 0.0021, 0.001
O, 2.9042, -5.282, 25.4953, -0.0021, -0.0022, -0.0004
O, 7.9051, -0.6813, 14.4011, -0.0006, -0.0006, 0.0009
O, 4.5855, -5.4907, 21.9576, -0.0018, -0.0025, 0.0033
O, 3.7428, -0.3909, 17.5362, -0.0001, 0.0003, 0.0019
O, 4.5226, -3.2314, 23.4014, -0.002, 0.0017, 0.0035
O, -3.8299, -7.2665, 23.6376, 0, 0.0001, 0.0038
O, 5.0029, -0.983, 19.786, -0.0001, -0.0003, 0.0021
O, 1.5118, 0.5709, 24.7869, 0.0006, -0.0017, 0.004
O, -0.8519, -6.067, 19.7759, -0.0005, -0.0009, 0.005
O, 2.6688, -1.8815, 24.7963, 0.0017, -0.0003, 0.0031
O, 2.2281, -7.747, 18.2387, 0.001, 0.0012, 0.0039
O, 0.4121, -5.7299, 24.8266, -0.0007, -0.0007, 0.0039
O, -0.8211, -5.906, 27.1476, -0.0007, 0.0025, 0.0055
O, 5.6712, -1.0266, 25.7789, -0.0002, 0.0005, 0.0032
O, 2.4476, -6.4922, 23.1849, 0.0006, 0, 0.0028
O, 4.8835, 3.835, 15.4185, 0, -0.0006, 0.0009
O, 3.5029, -9.6359, 19.6288, -0.0003, 0.0008, 0.0019
O, 4.8666, 1.6108, 10.9869, 0.0023, 0.0005, 0.004
O, 7.7414, 2.8273, 8.9795, -0.0005, 0.0011, 0.0016
O, 1.2601, 0.1672, 13.3403, -0.0006, 0, 0.0001
O, -1.8013, 4.8027, 9.9188, 0.0003, 0.0012, 0.0039
O, 4.6871, -8.0142, 22.8132, -0.0009, 0.0009, 0.0026
O, -1.7477, 4.4646, 17.1989, -0.0011, 0, 0.002
O, -2.1178, 1.6892, 13.8752, 0.0002, 0.0007, 0.0005
O, 4.4798, -3.4529, 26.5151, -0.0021, -0.0001, 0.0064
O, 7.1185, 5.0939, 15.4969, -0.0005, 0.0013, 0.0005
O, 6.3345, -2.6228, 13.7718, -0.0003, 0.0015, 0.0018
O, -1.5264, -9.3924, 20.9383, -0.001, 0.0001, 0.0026
O, -5.0984, -7.9877, 28.5475, -0.0101, 0.0119, -0.0002
O, -1.0063, 0.276, 11.894, -0.0013, 0.0017, 0.0018

Results
free energy: -155243.745 eV
free energy less fixed offsets of O -568.88, Si -635.61 eV per atom: -1.345 eV

The program warned: the cutoff lies below the one the program advises for these potential files; the forces do not sum to zero within the program's tolerance; the exchange-correlation potential is rough where the density is thin.
